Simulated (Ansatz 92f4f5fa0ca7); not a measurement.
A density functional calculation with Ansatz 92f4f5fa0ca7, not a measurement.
Periodic cell of 226 atoms, Si133O92P1, from a study of silicon, its oxide and their interface. The atomic structure is a simulated model.
Doubt: the cutoff is far below the 930 eV that the study's wrapper takes by default for these files, so forces and energies are approximate.
This geometry differs little from another in the collection (a relaxation step or a small displacement).

Settings
functional: PBE
potential files: Ansatz PAW
basis: plane waves
wave-function cutoff: 580 eV
density cutoff ratio: 5
exchange-correlation grid ratio: 1
k mesh: 1 x 1 x 1, Gamma-centred
self-consistency stop: 5e-08 eV per atom in the density residual
occupations: fixed
spin: none
net charge: +1 e, with a uniform compensating background and no finite-size correction

Cell vectors (angstrom)
a, 10.938, 0, 0
b, 0, 10.938, 0
c, 0, 0, 31.9494

Atoms: element, x, y, z (angstrom)
Si, 10.6246, -0.0021, 24.4166
Si, 5.0742, 0.1182, 24.6629
Si, 2.8185, 2.2892, 24.532
Si, 8.5672, 2.4344, 24.5622
Si, 10.706, 5.5827, 24.3341
Si, 5.1557, 5.6106, 24.4481
Si, 2.9853, 7.952, 24.405
Si, 8.413, 7.8277, 24.4165
Si, 1.2893, 1.1273, 25.843
Si, 6.8129, 1.3252, 25.7391
Si, 3.9821, 4.0085, 25.7321
Si, 9.6853, 4.0193, 25.8546
Si, 1.3353, 6.7925, 25.6696
Si, 6.8001, 6.7189, 25.7534
Si, 3.9968, 9.4638, 25.96
Si, 9.4791, 9.4385, 25.8011
Si, 2.6312, -0.1364, 27.2944
Si, 8.1377, -0.0683, 27.1462
Si, 0.0758, 2.6512, 27.2149
Si, 5.4493, 2.719, 27.1106
Si, 2.6645, 5.416, 27.1107
Si, 8.1885, 5.3665, 27.1363
Si, 0.0088, 8.1515, 27.1311
Si, 5.5077, 8.138, 27.1855
Si, 4.084, 1.327, 28.4966
Si, 9.5413, 1.3143, 28.5104
Si, 1.3871, 4.0664, 28.5677
Si, 6.8042, 4.0582, 28.5265
Si, 4.0772, 6.7749, 28.4959
Si, 9.556, 6.7795, 28.4822
Si, 1.2851, 9.4779, 28.6341
Si, 6.8208, 9.5358, 28.5657
Si, -0.0465, -0.021, 29.9395
Si, 5.4476, -0.0128, 29.8992
Si, 2.7698, 2.7143, 29.903
Si, 8.1835, 2.7031, 29.8802
Si, -0.0192, 5.441, 29.8923
Si, 5.4556, 5.4458, 29.8955
Si, 2.7316, 8.1454, 29.9163
Si, 8.2218, 8.1742, 29.8834
Si, 1.3657, 1.3781, 31.2583
Si, 6.8199, 1.3658, 31.2645
Si, 4.1121, 4.0829, 31.2843
Si, 9.5457, 4.0857, 31.2565
Si, 1.3483, 6.8119, 31.2787
Si, 6.8296, 6.8438, 31.2508
Si, 4.0812, 9.5655, 31.2677
Si, 9.5443, 9.5453, 31.2964
Si, 2.7357, 0.026, 0.6883
Si, 8.1949, 0.0176, 0.6804
Si, 0.0057, 2.7568, 0.6847
Si, 5.4844, 2.7455, 0.7147
Si, 2.7332, 5.4631, 0.6812
Si, 8.2103, 5.4961, 0.6753
Si, 0.0099, 8.2152, 0.7149
Si, 5.4788, 8.2316, 0.6869
Si, 4.1008, 1.3921, 2.0838
Si, 9.5954, 1.3667, 2.0389
Si, 1.3511, 4.1529, 2.0669
Si, 6.8483, 4.1548, 2.0495
Si, 4.0902, 6.8604, 2.0282
Si, 9.5768, 6.8514, 2.0836
Si, 1.3639, 9.631, 2.0667
Si, 6.8278, 9.6349, 2.0591
Si, 0.02, 0.0546, 3.4804
Si, 5.4852, 0.05, 3.4759
Si, 2.7082, 2.7876, 3.4142
Si, 8.2597, 2.7899, 3.3492
Si, 0.0294, 5.5247, 3.4977
Si, 5.4716, 5.5394, 3.4123
Si, 2.7375, 8.2512, 3.3863
Si, 8.2359, 8.3049, 3.3948
Si, 1.3709, 1.4735, 4.8516
Si, 6.9121, 1.4917, 4.7434
Si, 4.0815, 4.1674, 4.7546
Si, 9.5979, 4.0869, 4.7967
Si, 1.3661, 7.0137, 4.8506
Si, 6.8392, 6.9784, 4.7273
Si, 4.0673, 9.5865, 4.7959
Si, 9.6128, 9.5936, 4.8472
Si, 2.7447, 0.0542, 6.1465
Si, 8.2856, 0.127, 6.1062
Si, 0.0253, 2.8195, 6.3167
Si, 5.5031, 2.8467, 6.0893
Si, 2.7495, 5.5995, 6.1293
Si, 8.2542, 5.6093, 5.9743
Si, 0.0375, 8.3278, 6.381
Si, 5.5086, 8.3259, 6.2065
Si, 4.4049, 1.1945, 7.3416
Si, 9.807, 1.1738, 7.6288
Si, 1.1785, 4.5251, 7.544
Si, 6.6284, 4.559, 7.2471
P, 4.3188, 6.7392, 7.4681
Si, 9.727, 6.6343, 7.5106
Si, 1.2649, 9.9615, 7.6988
Si, 6.7142, 9.9903, 7.4574
O, 9.5843, 1.2378, 23.9857
O, 4.1034, 6.8015, 23.9504
O, 4.0096, 1.2349, 24.0372
O, 9.5329, 6.6961, 23.9043
O, -0.0216, 5.5734, 8.0309
O, 5.5524, 0.1393, 7.9329
O, 0.0651, 0.1115, 8.1671
O, 5.4674, 5.6914, 7.8576
O, 7.5207, 4.0384, 8.5023
O, 8.7086, 7.0657, 8.7527
O, 2.2024, 9.4362, 9.0042
O, 8.8596, 1.7372, 8.8886
O, 7.6084, 9.4905, 8.7427
O, 3.5753, 1.841, 8.595
O, 3.6093, 7.2156, 8.8357
O, 2.0854, 4.0564, 8.8408
O, 8.1369, 3.4907, 23.3652
O, 0.4481, 4.9259, 22.9556
O, 1.8951, 2.7374, 23.2493
O, 5.8309, 4.9057, 23.1187
O, 5.5201, 9.9769, 23.5081
O, 2.4433, 8.6892, 23.0247
O, 0.1914, 10.0637, 23.0886
O, 7.7805, 8.5677, 23.0766
Si, 8.663, 7.6923, 18.4369
Si, 8.803, 6.3683, 13.642
Si, 3.8009, 1.5379, 14.7445
Si, 2.1445, 5.7427, 17.6363
Si, 2.4193, 3.1342, 19.4926
Si, 9.8436, 9.0359, 12.0796
Si, 1.331, 9.4168, 22.0748
Si, 9.1815, 0.9669, 13.1905
Si, 1.4218, 5.0549, 13.0285
Si, 1.8178, 8.2478, 12.7998
Si, 6.6456, 9.5474, 22.4247
Si, 4.5374, 4.5978, 15.7223
Si, 8.1903, 3.0588, 9.6035
Si, 0.8432, 8.2411, 19.2618
Si, 6.9502, 1.3434, 21.0905
Si, 8.2356, 8.3213, 9.6975
Si, 10.8936, 5.2005, 15.6181
Si, 7.5746, 9.4915, 16.3077
Si, 9.9323, 2.0472, 20.2976
Si, 3.2347, 8.5187, 9.8983
Si, 6.7052, 3.3366, 17.4118
Si, 1.1686, 0.2027, 19.8009
Si, 3.2333, 2.8191, 12.3196
Si, 7.2241, 5.3879, 19.6825
Si, 5.7609, 8.6571, 11.5577
Si, 5.7947, 6.075, 13.2165
Si, 4.6403, 9.6962, 17.6158
Si, 1.0196, 3.5909, 22.1729
Si, 4.9006, 1.4741, 18.7985
Si, 3.2022, 3.0992, 9.5424
Si, 6.4541, 10.818, 13.7878
Si, 10.3588, 0.1129, 15.9606
Si, 5.6669, 3.6595, 11.1777
Si, 9.8462, 3.9077, 11.9092
Si, 2.3546, 9.9146, 15.5357
Si, 6.0801, 8.1147, 19.7949
Si, 6.9354, 3.9692, 22.3718
Si, 9.7611, 2.7651, 17.3658
O, 7.2091, 6.4034, 13.9672
O, 1.8868, 7.053, 18.6811
O, 10.2957, 4.0263, 16.526
O, 6.1703, 9.9527, 17.0372
O, 10.1569, 0.7133, 14.4589
O, 8.4501, 6.1102, 18.8524
O, 5.1771, 0.689, 14.4239
O, 5.7225, 2.0474, 17.5195
O, 8.3482, 1.9318, 20.552
O, 1.9968, 4.2923, 18.4053
O, 6.9668, 2.7963, 10.6658
O, 4.8679, 2.7092, 12.2277
O, 6.042, 4.3856, 16.348
O, 4.5831, 3.9229, 9.9379
O, 10.6879, 2.7661, 21.5566
O, 9.73, 6.1628, 14.9787
O, 6.0124, 6.4789, 19.8357
O, 4.0878, 0.1612, 18.2703
O, 9.2816, 10.5548, 12.264
O, 2.8585, 4.3655, 12.7113
O, 1.9136, 10.6983, 21.21
O, 3.9967, 2.712, 19.3811
O, 0.7373, 10.0326, 15.9343
O, 1.2799, 9.7974, 18.8325
O, 1.7138, 1.657, 19.2705
O, 8.9469, 10.3835, 16.4736
O, 4.8807, 8.5733, 18.7814
O, 9.5933, 8.7515, 10.4838
O, 6.7579, 4.0752, 18.8588
O, 2.8398, 1.7184, 13.4181
O, 5.8286, 8.7658, 21.2593
O, 2.5461, 2.4568, 10.888
O, 7.6206, 4.8475, 21.1735
O, 5.2041, 7.4737, 12.5563
O, 0.4741, 9.0757, 12.448
O, 7.5862, 1.0499, 13.5546
O, 7.1125, 9.6275, 14.7303
O, 8.9873, 5.0396, 12.703
O, 8.099, 8.0324, 16.9051
O, 6.2152, 2.5706, 21.8991
O, 2.4807, 9.0662, 14.0845
O, 0.4325, 4.4899, 11.8556
O, 0.8133, 8.3126, 20.9344
O, 9.3834, 3.8601, 10.3474
O, 9.6553, 2.3878, 12.5123
O, 7.6241, 8.5574, 19.3871
O, 2.5771, 8.1282, 11.3298
O, 3.9844, 3.0583, 15.3765
O, 0.8279, 4.4917, 14.4331
O, 10.055, 2.9862, 18.9567
O, 9.1854, 7.8096, 12.9505
O, 10.5156, 0.5274, 20.0776
O, 6.0388, 5.0477, 11.9433
O, 8.1617, 2.7318, 17.0098
O, 3.5448, 5.4763, 16.7356
O, 4.7036, 9.0813, 10.3425
O, 1.5389, 6.6771, 13.1638
O, 4.7732, 5.4889, 14.3535
O, 2.0497, 3.8434, 20.9244
O, 10.5597, 1.4004, 16.9442
O, 0.9602, 6.0642, 16.5538
O, 7.3292, 10.9481, 21.9446
O, 5.9324, 0.9016, 19.9158
O, 6.053, 10.0302, 12.3943
O, 2.857, 0.5368, 15.6038
O, 7.0711, 8.0007, 10.8005
O, 10.2486, 8.0108, 18.6829
O, 3.4539, 9.185, 16.5634

Results
free energy: -137631.935 eV
free energy less fixed offsets of O -568.88, P -755.39, Si -635.61 eV per atom: -3.455 eV

Forces (eV/angstrom), in the order of the atoms: element, x, y, z
Si, 0.0047, 0.0036, -0.007
Si, -0.0026, -0.0011, -0.0011
Si, -0.0025, -0.0031, -0.006
Si, 0.001, 0.0011, -0.0022
Si, -0.0061, -0.0043, -0.0074
Si, 0.0007, 0.0034, -0.0076
Si, 0.0032, 0.0026, -0.0024
Si, 0.0002, -0.0041, -0.008
Si, -0.0014, -0.0008, 0.0095
Si, 0.0051, 0.0007, 0.0032
Si, -0.0003, 0.0026, 0.0047
Si, 0.0021, 0.0016, 0.0067
Si, 0.0053, 0.0019, 0.0023
Si, -0.0008, 0.0006, 0.0097
Si, 0, -0.0046, 0.0055
Si, 0.0017, 0.0025, 0.0049
Si, -0.0027, 0.001, 0.0013
Si, -0.0094, -0.0052, -0.0001
Si, 0.0034, 0.0006, -0.0012
Si, 0.0018, 0.0016, -0.002
Si, -0.0038, -0.0072, -0.0024
Si, 0.0001, -0.0003, -0.0065
Si, -0.0056, -0.003, -0.0018
Si, 0.002, 0.0014, -0.003
Si, -0.0056, -0.0055, 0.0037
Si, 0.0035, 0.006, 0.0017
Si, -0.0073, 0.002, -0.0049
Si, -0.0005, -0.0001, -0.0036
Si, 0.0006, 0.0081, 0.0016
Si, -0.0024, 0.0026, 0.0045
Si, 0.0085, 0.007, -0.0102
Si, 0.0001, 0.0018, -0.0053
Si, -0.0064, 0.0038, 0.0037
Si, 0.001, 0.0016, -0.0001
Si, 0.0041, -0.0037, -0.001
Si, 0.0052, -0.0042, 0.0016
Si, 0.0048, -0.0007, -0.0002
Si, -0.0004, -0.0012, 0.0012
Si, 0.0023, -0.0073, 0.0045
Si, 0.0018, -0.0017, -0.0028
Si, 0.0025, -0.0006, -0.0005
Si, -0.0046, 0.0005, -0.0005
Si, -0.0023, -0.0021, 0.0014
Si, -0.0021, 0.0016, -0.0006
Si, -0.0018, -0.0022, -0.001
Si, 0.0041, 0.0037, 0.0005
Si, 0.0023, 0.0047, -0.0008
Si, 0.002, -0.0028, 0.0011
Si, -0.0007, -0.0022, 0.0011
Si, 0.0011, 0.0028, 0.0005
Si, -0.0032, -0.001, 0.0005
Si, 0.006, -0.0014, 0.0006
Si, 0.0001, 0.0019, -0.0009
Si, -0.001, -0.0063, 0.0006
Si, 0.0027, 0.006, 0.0019
Si, -0.0044, -0.0023, 0
Si, -0.0038, 0.0003, 0.0009
Si, 0.0052, -0.0045, -0.0027
Si, -0.0003, 0, 0.0031
Si, -0.004, 0.0049, 0.0003
Si, -0.0006, 0.0035, 0.0006
Si, 0.0001, 0.0005, 0.0018
Si, -0.009, 0.0078, -0.0041
Si, -0.0022, 0.0027, 0.0005
Si, 0.0068, -0.0086, -0.006
Si, 0.0067, 0.0051, -0.0114
Si, -0.0048, -0.0099, 0.0011
Si, -0.0104, 0.0021, 0.0103
Si, -0.0066, -0.0085, -0.0119
Si, 0.0058, -0.0064, -0.0031
Si, 0.0033, -0.0024, 0.0077
Si, 0.0009, -0.0003, 0.0012
Si, 0.0028, 0.0029, -0.0058
Si, 0.0066, 0.0151, 0.0023
Si, 0.0018, 0.0086, 0.0089
Si, -0.0038, -0.0055, -0.0057
Si, 0.0134, 0.0201, -0.0051
Si, -0.0022, -0.0009, -0.004
Si, -0.022, -0.007, -0.0043
Si, 0.0081, 0.0014, 0.006
Si, -0.001, 0.0024, -0.0137
Si, -0.0069, -0.0058, -0.0039
Si, 0.0116, 0.0058, -0.0032
Si, 0.0052, -0.0019, -0.0181
Si, -0.0053, -0.0172, -0.0065
Si, 0.0012, 0.0005, -0.0166
Si, -0.0129, 0.0035, -0.0181
Si, 0.0155, 0.0151, 0.0054
Si, 0.0051, -0.0015, 0.0257
Si, -0.0131, 0.0107, 0.0304
Si, 0.0083, -0.0259, 0.005
Si, 0.0043, -0.0167, 0.0018
P, -0.0113, -0.0107, 0.043
Si, 0.0018, 0.0063, 0.0358
Si, -0.0183, 0.0234, 0.0157
Si, 0.0206, -0.0049, 0.0093
O, -0.0033, -0.0032, -0.0034
O, -0.0017, -0.0028, -0.0022
O, 0.001, 0.0015, -0.003
O, 0.0018, 0.0004, -0.0007
O, -0.0011, 0.0174, -0.0073
O, -0.0214, 0.0034, -0.0017
O, 0.0126, -0.0147, -0.0091
O, -0.0289, 0.0186, 0.0071
O, -0.0147, 0.0262, -0.0209
O, 0.0007, -0.0043, -0.0074
O, 0.0083, -0.0097, 0.002
O, 0.0107, -0.0172, -0.0124
O, -0.004, 0.0011, -0.0053
O, 0.0007, -0.0007, -0.0062
O, 0.0271, -0.0161, -0.0549
O, -0.0005, 0.0046, 0.0027
O, 0.0018, -0.002, 0.0018
O, -0.0024, 0.0055, 0.0072
O, 0.0026, -0.0004, 0.0038
O, -0.0029, 0.0025, 0.0054
O, -0.0011, 0.0022, 0.0012
O, 0.0024, -0.0031, 0.005
O, -0.0033, 0.0024, 0.0052
O, 0.0036, -0.0029, 0.007
Si, -0.0003, 0.0006, -0.003
Si, 0.0004, -0.0001, 0.0059
Si, -0.001, 0.0004, 0.0043
Si, -0.0001, -0.0003, -0.0017
Si, -0.0006, 0.0012, -0.0038
Si, -0.0044, 0.0009, 0.0036
Si, -0.0009, 0.0008, -0.0023
Si, -0.0005, 0.0019, 0.0029
Si, 0.0011, -0.0014, 0.0047
Si, -0.0019, -0.0001, 0.0069
Si, -0.0016, 0.002, -0.0036
Si, -0.0003, 0, 0.0017
Si, 0.0103, -0.0191, 0.0214
Si, 0.0002, -0.0002, -0.0027
Si, 0.0007, 0.0006, -0.0037
Si, -0.0004, 0.0022, -0.0055
Si, -0.0005, -0.0005, 0.0013
Si, 0.0001, 0.0009, 0.0019
Si, -0.0001, 0.0011, -0.0044
Si, 0.0029, 0.0049, 0.0124
Si, -0.0005, 0.0004, 0
Si, 0.0001, -0.0004, -0.0042
Si, 0.0011, 0.0025, 0.0033
Si, 0.0003, -0.0015, -0.0039
Si, 0.0056, -0.0022, 0.0042
Si, 0.0012, -0.0005, 0.0058
Si, -0.0006, 0.0003, -0.0011
Si, 0.0004, -0.0021, -0.0037
Si, 0.0004, -0.0006, -0.0032
Si, -0.0078, -0.0033, -0.0011
Si, 0.0004, 0.0018, 0.0052
Si, 0.0007, 0.0004, 0.0015
Si, 0.005, -0.0073, 0.0018
Si, -0.0007, -0.0025, 0.0001
Si, -0.0008, -0.0002, 0.0033
Si, -0.0004, 0.0009, -0.0044
Si, 0.001, -0.0021, -0.0026
Si, 0.0011, 0, 0.0006
O, -0.0001, 0.0004, -0.0032
O, -0.0006, 0.0011, 0.002
O, -0.0005, -0.0016, -0.0004
O, -0.0011, -0.0002, -0.0007
O, 0.0016, -0.0015, 0.0005
O, 0, -0.0002, 0.0012
O, -0.0003, -0.0004, -0.003
O, -0.0004, -0.0004, -0.0001
O, -0.0001, -0.0006, 0.0021
O, 0.0001, -0.001, 0.001
O, -0.0074, 0.0014, 0.0067
O, -0.0015, -0.0007, -0.0019
O, 0.002, -0.0009, -0.0005
O, 0.0044, 0.0027, -0.0007
O, -0.0003, -0.0001, 0.0027
O, 0.0012, -0.0004, -0.0005
O, 0, 0.0002, 0.0024
O, 0.0002, 0.0006, 0.0015
O, 0.0001, 0.0004, -0.0024
O, -0.0005, 0.001, -0.0027
O, 0, 0.0003, 0.0017
O, -0.0003, -0.0001, 0.0019
O, -0.0011, 0.0001, -0.0021
O, -0.0002, -0.0001, 0.0011
O, 0, 0, 0.0017
O, -0.0007, -0.0007, -0.0013
O, 0.0004, -0.001, 0.0022
O, 0.0007, -0.0004, -0.0005
O, 0.0002, 0.0004, 0.0022
O, 0, -0.0026, -0.001
O, -0.0002, -0.001, 0.0017
O, 0.0006, 0.0004, 0.0006
O, 0, 0.0009, 0.0017
O, -0.0008, -0.0015, -0.0033
O, 0.0035, 0.0008, -0.0043
O, -0.0012, -0.0007, -0.0034
O, 0.001, -0.0014, -0.0012
O, -0.0014, 0.0039, -0.0011
O, 0.0004, -0.001, -0.0005
O, -0.0001, -0.0007, 0.002
O, 0.0018, 0.0029, -0.0008
O, 0.0022, 0.0012, -0.0021
O, -0.0001, -0.0004, 0.0014
O, 0.0072, 0.0049, 0.0066
O, -0.0002, -0.0027, -0.0004
O, -0.0004, -0.0003, 0.0027
O, -0.0044, -0.003, -0.0031
O, 0.0004, 0.0014, -0.0021
O, -0.0015, -0.0003, -0.0004
O, 0.0002, 0.0002, 0.0017
O, -0.0008, -0.002, -0.0024
O, 0.0002, -0.0002, 0.0022
O, 0, 0.004, -0.0021
O, -0.001, -0.0001, -0.0011
O, -0.0008, 0.0004, -0.0007
O, 0.0036, 0.0022, -0.0045
O, -0.0001, -0.0017, -0.0028
O, -0.0016, -0.0013, -0.0011
O, 0.0008, -0.0003, 0.0016
O, -0.0003, 0.001, 0
O, 0.0018, 0.0008, 0.0007
O, -0.0001, -0.0002, 0.0023
O, -0.0005, -0.0004, 0.0017
O, -0.0005, 0.0019, -0.0012
O, -0.0005, -0.0003, -0.0024
O, -0.0058, -0.0003, 0.0005
O, 0, -0.0003, 0.0012
O, 0.0021, -0.0011, 0.0002

The program warned: the cutoff lies below the one the program advises for these potential files; the exchange-correlation potential is rough where the density is thin.
